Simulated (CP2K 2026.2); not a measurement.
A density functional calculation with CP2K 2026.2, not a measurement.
Periodic cell of 506 atoms, Si360O146, from a study of silicon, its oxide and their interface. The atomic structure is a simulated model.
Doubt: the forces sum to 0.61 eV/angstrom along one axis rather than to zero, so they err by at least 0.0012 eV/angstrom per atom on average; the grid cutoff is modest.

Settings
functional: PBE
method: Gaussian and plane waves
basis set: DZVP-MOLOPT-SR-GTH
pseudopotentials: GTH-PBE
grid cutoff: 350 Ry, relative cutoff 50 Ry
k points: Gamma only
occupations: fixed
spin: none
net charge: 0

Cell vectors (angstrom)
a 16.32 0 0
b 0 16.32 0
c 3.1693 3.2224 33.9467

Atoms and the computed forces on them: element, x, y, z (angstrom), force x, y, z (eV/angstrom)
Si 5.898 16.692 33.438 0.086 0.258 0.5
Si 5.206 5.615 32.206 0.669 0.317 -0.193
Si 5.483 7.909 29.106 0.042 -0.227 -0.034
Si 9.236 13.433 31.439 0.039 0.057 -0.083
Si 17.81 18.686 33.382 0.055 -0.013 0.174
Si 10.989 16.415 29.025 0.156 0.016 -0.078
Si 5.045 15.871 1.564 -0.148 -0.157 0.534
Si 9.931 4.827 0.033 0.639 0.464 0.273
Si 8.364 8.974 32.959 0.174 0.019 0.525
Si 10.053 10.612 30.991 -0.023 -0.096 0.104
Si 5.66 10.529 32.416 -0.271 0.724 0.277
Si 12.34 15.891 33.506 -0.712 -0.276 -0.14
Si 14.306 6.465 31.687 0.248 0.088 0.012
Si 15.067 10.938 31.422 -0.224 -0.586 -0.312
Si 17.235 11.225 33.528 -0.387 -0.212 0.564
Si 18.229 13.516 30.226 -0.216 -0.046 0.581
Si 17.357 13.977 32.313 0.254 -0.174 -0.418
Si 7.753 14.265 33.894 0.173 0.127 0.596
Si 0.296 0.286 1.591 0.158 0.283 0.428
Si 2.035 2.008 1.426 -0.161 -0.095 0.639
Si 15.718 4.843 1.374 0.027 0.002 0.054
Si 5.215 12.461 33.723 -0.042 -0.473 -0.537
Si 3.372 14.963 33.756 0.112 -0.143 0.138
Si 3.28 14.208 1.6 0.057 0.044 0.078
Si 10.173 3.91 33.452 -0.188 -0.022 0.116
Si 8.007 2.878 1.546 -0.155 -0.259 0.573
Si 5.796 6.123 1.336 -0.035 0.145 0.007
Si 7.732 7.761 1.482 -0.245 -0.215 0.374
Si 5.883 11.431 1.786 -0.005 -0.04 0.028
Si 7.724 12.959 1.493 -0.042 0.097 -0.036
Si 11.061 0.429 1.054 0.044 0.011 -0.018
Si 13.953 3.101 1.443 0.03 0.077 -0.026
Si 11.314 5.86 1.607 0.006 -0.008 -0.051
Si 13.038 7.563 1.581 -0.041 0.004 0.036
Si 11.271 11.59 1.421 0.422 -0.025 0.521
Si 12.088 15.117 2.581 0.021 0.026 0.121
Si 14.961 1.431 2.795 -0.03 -0.05 -0.009
Si 1.232 3.932 2.616 0.054 0.02 -0.128
Si 14.87 6.603 2.763 0.013 -0.01 -0.028
Si 2.028 8.733 2.754 0.255 -0.016 0.515
Si 14.995 12.294 2.49 -0.325 0.229 0.371
Si 1.456 15.024 2.844 -0.067 -0.02 -0.013
Si 3.943 1.304 2.704 -0.019 -0.007 -0.108
Si 6.562 4.262 2.735 -0.047 0.016 0.037
Si 3.939 7.049 2.785 -0.005 -0.026 -0.027
Si 6.811 9.519 2.797 -0.029 -0.025 -0.001
Si 4.141 12.426 2.939 -0.003 0.046 0.081
Si 6.805 14.825 2.72 0.067 -0.029 -0.005
Si 9.528 1.421 2.617 -0.019 -0.021 -0.004
Si 12.32 4.119 2.828 -0.049 -0.029 -0.021
Si 9.478 6.809 2.809 -0.02 -0.024 0.032
Si 12.154 9.572 2.545 -0.027 -0.025 -0.051
Si 9.521 12.257 2.901 0.02 0.026 0.036
Si 13.183 13.409 1.387 -0.219 -0.326 0.403
Si 13.547 16.324 4.007 -0.008 -0.012 0.014
Si 16.304 2.729 4.206 0.027 -0.031 -0.005
Si 13.598 5.407 4.29 0.002 -0.018 -0.026
Si 16.404 7.997 3.98 -0.015 0.01 -0.046
Si 13.692 10.821 3.884 -0.004 0.026 -0.045
Si 16.323 13.573 3.988 0.008 -0.06 -0.006
Si 2.733 16.354 4.265 0.001 -0.002 -0.017
Si 5.285 2.764 4.012 0.031 -0.073 0.013
Si 2.691 5.367 3.936 -0.027 0.023 0.008
Si 5.435 8.192 4.188 0.014 -0.004 0.008
Si 2.76 10.772 3.938 -0.033 -0.047 -0.023
Si 5.514 13.663 4.321 -0.028 0.023 -0.03
Si 8.193 16.3 3.962 -0.048 -0.004 0.018
Si 10.874 2.717 4.05 0.013 0.041 0.042
Si 8.13 5.393 4.125 -0.004 0.037 -0.007
Si 10.808 8.29 4.075 0.011 0.022 -0.054
Si 8.233 10.795 4.197 0.003 -0.03 -0.034
Si 10.823 13.767 4.097 -0.019 0.025 0.02
Si 14.953 14.956 5.352 0 -0.007 0.017
Si 1.344 1.386 5.552 0.015 0.004 0.035
Si 14.964 4.057 5.589 0.015 -0.026 -0.009
Si 1.353 6.667 5.418 0.029 -0.009 0.051
Si 15.027 9.459 5.301 -0.011 0.024 -0.005
Si 1.353 12.145 5.315 0.027 0.025 0.025
Si 4.105 15.002 5.588 0.007 0.04 0.036
Si 6.77 1.376 5.296 0.02 -0.009 0.012
Si 3.99 4.073 5.426 0.004 0.003 0.029
Si 6.818 6.8 5.478 0.02 -0.018 -0.018
Si 4.085 9.569 5.494 0.006 0.003 0.003
Si 6.861 12.197 5.529 -0.03 0.015 -0.035
Si 9.475 15.033 5.495 0.04 0.021 -0.005
Si 12.231 1.356 5.424 -0.01 0.001 -0.022
Si 9.519 4.052 5.447 0.006 0.002 0.011
Si 12.187 6.872 5.434 -0.022 -0.022 -0.025
Si 9.548 9.513 5.585 -0.024 -0.017 0.029
Si 12.292 12.262 5.276 0.021 0.036 -0.025
Si 16.281 16.292 6.794 -0.019 -0.025 0.02
Si 2.701 2.752 6.872 -0.01 0.002 0.028
Si 16.338 5.422 6.883 0.031 -0.022 0.017
Si 2.7 8.124 6.751 -0.006 -0.017 -0.014
Si 16.321 10.835 6.726 0.015 0.028 -0.014
Si 2.693 13.537 6.756 -0.016 -0.057 -0.027
Si 5.488 16.39 6.832 -0.015 0.036 -0.02
Si 8.13 2.684 6.754 -0.013 -0.016 -0.013
Si 5.404 5.429 6.772 -0.006 0.01 0.004
Si 8.154 8.144 6.87 0.01 -0.044 0.032
Si 5.447 10.89 6.866 0.004 -0.008 0.02
Si 8.185 13.61 6.85 -0.005 0.009 -0.004
Si 10.873 16.353 6.821 -0.013 0.012 0.001
Si 13.572 2.679 6.844 -0.022 -0.022 0.01
Si 10.859 5.461 6.787 -0.008 0.005 -0.001
Si 13.63 8.183 6.745 0.006 -0.008 -0.02
Si 10.956 10.943 6.772 0.01 0.017 -0.004
Si 13.609 13.587 6.726 -0.017 0.012 -0.021
Si 14.979 1.373 13.573 -0.003 -0.003 -0.006
Si 1.379 4.086 13.6 -0.002 -0.001 0.007
Si 14.967 6.818 13.604 -0.007 0.02 0
Si 1.393 9.543 13.633 0.003 -0.01 -0.005
Si 14.987 12.242 13.599 0.004 0.008 0.002
Si 1.348 14.967 13.583 -0.027 0.03 -0.012
Si 4.077 1.361 13.606 0.023 -0.029 0
Si 6.785 4.095 13.618 -0.011 0.012 0
Si 4.1 6.82 13.628 -0.002 -0.006 -0.004
Si 6.798 9.484 13.583 0.013 -0.01 -0.001
Si 4.054 12.234 13.6 -0.015 0.023 0
Si 6.763 14.941 13.605 0.013 -0.008 -0.007
Si 9.486 1.364 13.583 -0.024 0.03 -0.002
Si 12.242 4.09 13.594 -0.004 -0.013 -0.004
Si 9.52 6.782 13.591 0.011 -0.022 -0.005
Si 12.238 9.496 13.593 -0.003 0.006 0.003
Si 9.5 12.197 13.596 0.007 -0.005 0.003
Si 12.258 14.94 13.56 0.024 -0.007 -0.004
Si 13.624 16.307 14.898 -0.002 0.008 -0.008
Si 16.336 2.732 14.958 0.005 -0.007 -0.008
Si 13.609 5.456 14.963 0.009 0.003 -0.004
Si 16.359 8.161 14.96 -0.009 0.005 -0.005
Si 13.628 10.854 14.916 -0.001 -0.016 -0.006
Si 16.341 13.613 14.965 0.001 0.013 0.015
Si 2.691 16.335 14.95 -0.015 -0.009 -0.017
Si 5.42 2.735 14.969 -0.01 0.004 0.007
Si 2.749 5.445 14.966 0.009 0.011 -0.015
Si 5.463 8.163 15.012 0.01 -0.012 0.002
Si 2.735 10.899 15.032 -0.01 -0.01 0.012
Si 5.384 13.589 14.976 0.023 0.02 0.008
Si 8.115 16.327 14.935 0.009 -0.005 -0.009
Si 10.837 2.74 14.921 -0.003 -0.022 -0.001
Si 8.151 5.452 14.972 0.012 -0.001 0.004
Si 10.883 8.119 14.958 -0.002 0.001 -0.002
Si 8.144 10.81 14.964 -0.002 0.006 -0.009
Si 10.894 13.567 14.898 -0.009 0.005 -0.022
Si 14.979 14.988 16.301 0.01 0.008 0.004
Si 17.706 17.721 16.344 0.027 0.005 0.007
Si 15.006 4.123 16.309 0.032 0.001 0.031
Si 17.727 6.807 16.323 -0.004 -0.012 -0.004
Si 15.016 9.545 16.294 -0.004 -0.009 -0.006
Si 17.698 12.304 16.382 0.003 0.013 -0.001
Si 4.009 14.978 16.332 -0.012 0.002 -0.001
Si 6.776 17.701 16.321 0.002 -0.023 0.015
Si 4.074 4.087 16.361 0.01 0.001 0.004
Si 6.813 6.783 16.388 -0.003 0.023 -0.016
Si 4.113 9.524 16.391 0.005 0.019 0.006
Si 6.72 12.149 16.282 0.015 -0.014 -0.001
Si 9.508 14.935 16.204 -0.001 -0.009 -0.023
Si 12.211 17.653 16.185 -0.005 0 -0.01
Si 9.497 4.087 16.326 -0.009 0.03 0.023
Si 12.247 6.789 16.352 -0.04 0.022 0.018
Si 9.497 9.422 16.335 -0.03 -0.013 -0.012
Si 12.249 12.19 16.248 -0.035 0.026 -0.012
Si 16.359 16.346 17.676 -0.039 0.008 0.004
Si 2.682 2.803 17.77 -0.068 -0.006 -0.005
Si 16.419 5.455 17.719 0.029 -0.003 -0.061
Si 2.758 8.141 17.718 -0.014 -0.015 0.038
Si 16.309 10.943 17.694 -0.012 0.022 0.003
Si 2.726 13.649 17.811 -0.019 0.022 0.018
Si 5.307 16.421 17.64 0.02 -0.012 0.006
Si 8.169 2.703 17.698 0.028 -0.006 0.002
Si 5.483 5.379 17.734 -0.001 0.001 0.021
Si 8.151 8.114 17.814 0.017 0.007 0.007
Si 5.435 10.861 17.829 0.021 0.034 -0.006
Si 8.121 13.547 17.473 0.008 -0.03 -0.054
Si 10.871 16.285 17.546 -0.023 -0.013 0.001
Si 13.54 2.727 17.488 -0.014 0.005 -0.029
Si 10.827 5.452 17.716 -0.008 -0.013 -0.005
Si 13.693 8.158 17.632 0.019 -0.021 -0.046
Si 10.911 10.787 17.589 0 -0.002 -0.006
Si 13.586 13.587 17.574 0.012 0.008 -0.02
Si 14.903 17.765 18.84 0.073 0.011 -0.018
Si 17.681 4.135 19.255 -0.026 -0.033 0.009
Si 15.074 6.844 19.019 -0.034 0.025 0.008
Si 17.728 9.6 18.998 0.019 -0.02 -0.02
Si 14.906 12.33 19.028 0.015 -0.014 -0.007
Si 17.682 15.059 19.171 0.035 0.074 0.041
Si 4.061 17.836 19.148 -0.023 0.003 0.002
Si 6.836 4.014 19.143 -0.016 0.011 0.006
Si 4.102 6.709 19.077 -0.019 -0.009 0.004
Si 6.786 9.456 19.225 -0.025 0.004 0.007
Si 4.084 12.266 19.215 -0.062 0.032 -0.005
Si 6.717 14.932 18.708 0.01 -0.038 0.003
Si 9.592 17.632 18.957 0.015 0.042 0
Si 12.236 4.03 18.922 0.021 0.007 0.009
Si 9.5 6.735 19.218 0.02 -0.023 0.004
Si 12.344 9.495 18.965 -0.016 0.005 0.05
Si 9.445 12.138 18.79 -0.078 0.067 0.01
Si 12.177 14.892 18.887 -0.002 0.012 -0.055
Si 13.615 16.279 20.071 0.07 -0.042 0.016
Si 15.849 3.018 20.327 0.379 -0.429 -0.11
Si 13.753 5.29 20.175 -0.274 0.343 -0.216
Si 16.433 8.25 20.381 -0.045 -0.02 0.066
Si 13.533 10.978 20.392 -0.029 0.046 -0.029
Si 16.278 13.647 20.436 -0.01 -0.004 0.07
Si 2.609 16.62 20.531 -0.105 -0.125 -0.785
Si 5.469 2.768 20.641 0.023 0.024 -0.026
Si 2.841 5.466 20.67 0.001 0.017 0.026
Si 5.43 7.974 20.534 0.038 0.026 0.044
Si 2.716 10.839 20.55 0.021 0.002 0.056
Si 5.61 13.687 20.338 0.058 -0.019 0.062
Si 8.05 16.244 20.028 0.132 0.067 0.011
Si 10.997 2.62 20.356 -0.003 -0.024 0.015
Si 8.173 5.262 20.631 0.024 0.045 0.018
Si 11.075 8.09 20.355 -0.038 -0.065 -0.017
Si 8.271 10.868 20.409 -0.008 -0.021 0.038
Si 10.732 13.515 20.124 0.068 -0.032 0.017
Si 14.971 15.219 21.612 0.11 -0.188 -0.659
Si 16.533 17.922 22.035 -0.272 0.374 -0.481
Si 16.315 3.743 24.371 0.06 -0.197 0.422
Si 18.181 7.354 21.736 0.097 0.03 -0.017
Si 15.16 9.832 21.619 -0.05 -0.128 -0.708
Si 17.356 12.025 21.755 0.168 0.1 -0.723
Si 5.101 15.426 21.885 0.668 0.127 -0.567
Si 6.696 17.303 21.613 0.013 -0.058 0.13
Si 4.612 4.528 22.139 0.15 0.163 -0.456
Si 6.434 6.281 21.945 -0.005 -0.038 0.024
Si 3.698 9.02 21.778 -0.252 -0.268 -0.563
Si 7.346 12.724 21.564 0.249 0.059 -0.613
Si 9.876 15.811 22.815 -0.738 0.343 0.005
Si 12.287 17.361 21.583 -0.035 0.421 -0.597
Si 9.575 3.687 21.854 -0.025 0.067 0.005
Si 12.44 6.588 21.623 -0.037 -0.002 0.019
Si 10.136 9.911 21.506 0.05 0.016 0.059
Si 11.594 11.847 21.517 0.04 -0.253 -0.501
Si 4.09 3.758 25.331 0.045 0.04 -0.125
Si 19.373 9.169 33.288 0.05 -0.39 0.472
Si 6.382 16.22 28.624 0.127 0.063 -0.123
Si 4.497 14.502 24.856 0.045 -0.019 -0.129
Si 2.85 10.352 26.099 0.089 -0.029 -0.015
Si 5.684 5.225 27.612 -0.06 -0.038 -0.017
Si 6.555 12.275 24.669 0.015 0.049 -0.128
Si 11.986 14.881 31.364 -0.16 0.433 0.578
Si 13.325 3.89 24.878 -0.082 0.011 0.006
Si 8.156 18.216 25.125 0.25 -0.04 -0.55
Si 16.005 14.498 28.418 0.153 0.049 0.011
Si 14.418 9.711 26.992 0.044 0.054 0.046
Si 6.658 18.25 30.775 -0.591 0.348 -0.28
Si 12.969 17.393 24.543 0.091 -0.035 -0.148
Si 18.263 18.785 30.331 -0.002 0.102 0.049
Si 9.042 11.37 28.4 -0.023 0.069 -0.038
Si 15.409 12.668 26.086 0.054 -0.098 -0.111
Si 9.724 9.311 23.694 0.168 0.04 -0.566
Si 10.738 17.631 26.471 0.007 -0.045 0.022
Si 10.907 3.009 28.856 -0.026 -0.104 -0.08
Si 12.346 10.684 32.769 0.004 0.116 0.197
Si 16.988 8.128 26.267 -0.012 0.002 0.106
Si 6.048 10.735 29.231 -0.032 -0.106 0.086
Si 4.939 3.314 30.108 0.479 -0.376 0.1
Si 15.972 4.968 33.772 -0.191 0.213 0.595
Si 16.285 4.324 29.127 0.01 -0.045 0.02
Si 3.075 7.419 31.007 -0.014 0.017 0.053
Si 7.296 7.195 23.992 -0.237 -0.247 -0.594
Si 13.527 3.89 30.369 0.019 -0.053 0.055
Si 13.002 18.913 33.258 0.27 0.26 0.317
Si 13.499 14.42 24.3 -0.601 -0.078 0.123
Si 17.726 16.989 27.907 0.025 0.033 0.096
Si 14.814 13.91 30.956 -0.082 -0.035 -0.037
Si 11.121 5.7 25.822 0.034 -0.084 -0.121
Si 15.009 9.104 29.978 -0.057 0.412 0.324
Si 7.109 6.652 31.331 -0.619 -0.284 0.371
Si 12.203 8.304 25.475 -0.008 -0.016 -0.046
Si 3.632 12.245 28.426 0.02 -0.004 0.023
Si 5.182 9.412 24.616 0.039 -0.006 -0.177
Si 18.275 12.806 24.638 -0.12 -0.02 0.003
Si 8.643 17.954 22.897 0.04 -0.092 -0.109
Si 11.312 13.567 24.258 0.549 0.284 -0.006
Si 8.912 4.154 30.697 -0.063 -0.004 0.07
Si 16.903 6.532 23.513 0.347 0.295 -0.44
Si 13.963 7.575 23.123 -0.388 -0.12 -0.415
Si 5.422 17.264 25.991 -0.015 -0.019 -0.062
Si 8.578 14.371 28.893 -0.139 -0.136 -0.085
Si 8.931 14.465 21.247 -0.159 -0.059 -0.087
Si 8.213 4.949 26.124 0.046 0.039 -0.043
Si 3.57 15.14 28.663 -0.044 0.05 -0.009
Si 9.29 11.72 25.551 0.042 0.046 -0.115
Si 17.098 7.151 29.08 0.009 0.055 0.008
Si 11.269 4.989 22.934 -0.204 0.017 -0.609
Si 17.451 3.295 26.323 -0.355 0.1 -0.472
Si 14.941 1.325 8.183 -0.001 0.005 0.02
Si 1.36 4.085 8.246 0.002 -0.008 0.02
Si 14.957 6.825 8.157 -0.015 -0.001 0.007
Si 1.351 9.493 8.12 -0.015 -0.005 0.015
Si 14.968 12.222 8.094 -0.015 -0.015 0.002
Si 1.343 14.919 8.121 0.008 0.011 -0.005
Si 4.095 1.391 8.185 0.014 0.014 0.016
Si 6.779 4.061 8.124 0.003 -0.01 -0.006
Si 4.068 6.799 8.147 0.001 -0.003 -0.001
Si 6.797 9.516 8.202 -0.002 -0.021 0.01
Si 4.061 12.247 8.175 0 0.004 0.01
Si 6.81 14.978 8.183 -0.006 -0.011 0.006
Si 9.495 1.37 8.17 0.009 -0.004 -0.002
Si 12.22 4.09 8.154 0.016 0.015 0.003
Si 9.517 6.78 8.191 -0.008 0.001 0.01
Si 12.288 9.548 8.127 0.024 0.005 -0.002
Si 9.572 12.254 8.17 -0.004 0.024 0.013
Si 12.243 14.941 8.126 -0.012 0.007 -0.015
Si 13.58 16.293 9.522 0.008 -0.023 0.004
Si 16.304 2.698 9.542 0.004 0.009 0.002
Si 13.6 5.446 9.505 0 -0.014 -0.002
Si 16.321 8.17 9.524 0.003 0.002 0.012
Si 13.63 10.885 9.507 -0.004 0.017 0.005
Si 16.313 13.574 9.488 -0.012 -0.002 -0.005
Si 2.714 16.3 9.482 0.008 -0.008 -0.016
Si 5.442 2.739 9.543 -0.015 -0.008 -0.001
Si 2.729 5.463 9.557 -0.018 -0.008 0.011
Si 5.428 8.149 9.528 0.01 0.003 0.011
Si 2.708 10.857 9.502 0.025 -0.011 0.005
Si 5.427 13.613 9.523 -0.017 0.017 0.004
Si 8.166 16.319 9.549 0.017 0.001 0.007
Si 10.859 2.735 9.519 -0.038 0.01 0.006
Si 8.141 5.413 9.51 0.01 0.01 0.002
Si 10.905 8.174 9.487 -0.008 -0.017 -0.014
Si 8.182 10.887 9.518 0.003 -0.006 -0.005
Si 10.901 13.608 9.538 0.021 0.004 0.008
Si 14.963 14.941 10.856 -0.016 0 0.004
Si 1.371 1.343 10.867 -0.018 -0.009 -0.006
Si 14.955 4.087 10.881 -0.006 -0.003 0.001
Si 1.36 6.821 10.904 0.011 0.01 0.009
Si 14.976 9.533 10.887 -0.003 0.01 0.008
Si 1.354 12.226 10.859 -0.011 0.002 -0.002
Si 4.062 14.962 10.877 0.013 -0.001 0.003
Si 6.79 1.361 10.891 0.005 0.001 0.006
Si 4.087 4.097 10.903 0.026 0.021 0.016
Si 6.795 6.784 10.87 -0.011 -0.029 -0.001
Si 4.074 9.518 10.881 -0.022 -0.015 -0.001
Si 6.796 12.239 10.873 0.014 0.017 -0.01
Si 9.523 14.953 10.901 0 -0.002 0.003
Si 12.225 1.359 10.869 -0.005 -0.007 -0.01
Si 9.503 4.078 10.887 0 -0.015 0.005
Si 12.245 6.808 10.863 0.015 0 0.002
Si 9.534 9.509 10.865 0.01 0.01 0
Si 12.258 12.226 10.875 0.005 0.003 0.009
Si 16.319 16.313 12.213 0.008 -0.018 -0.015
Si 2.723 2.715 12.235 -0.003 -0.009 -0.003
Si 16.322 5.444 12.249 -0.006 -0.009 -0.002
Si 2.732 8.175 12.267 0.007 0.016 0.011
Si 16.345 10.879 12.251 -0.003 0.001 0.006
Si 2.704 13.593 12.227 -0.01 -0.002 -0.003
Si 5.422 16.315 12.24 -0.015 0.005 0.002
Si 8.134 2.731 12.245 0.008 -0.017 0.003
Si 5.442 5.457 12.259 0.015 0.01 0.008
Si 8.168 8.141 12.219 0.004 -0.005 -0.017
Si 5.435 10.876 12.243 0.005 -0.004 -0.001
Si 8.146 13.586 12.252 0 0.003 0.004
Si 10.876 16.325 12.245 -0.007 0.002 0.006
Si 13.592 2.724 12.231 0.005 0.006 -0.007
Si 10.883 5.443 12.223 -0.022 0.013 -0.004
Si 13.608 8.16 12.227 -0.008 -0.008 -0.003
Si 10.884 10.862 12.232 0.005 0.004 0
Si 13.625 13.581 12.223 -0.001 0.004 -0.003
O 16 15.851 0.245 0.264 -0.436 -0.149
O 13.162 17.295 33.303 0.288 -0.025 -0.108
O 5.54 5.445 33.779 0.179 -0.165 -0.171
O 6.767 17.381 25.116 -0.047 -0.437 -0.301
O 11.088 8.949 24.502 0.223 0.186 0.126
O 16.451 10.671 32.221 0.161 -0.341 -0.13
O 9.104 11.839 31.42 -0.345 -0.208 0.033
O 4.337 16.221 33.445 -0.434 0.332 -0.163
O 12.324 3.574 29.353 0.259 -0.075 -0.112
O 5.644 0.01 0.084 -0.399 -0.077 -0.434
O 7.316 2.057 0.308 0.013 0.314 -0.116
O 10.614 17.896 29.56 -0.334 0.018 0.466
O 7.856 7.485 32.519 0.25 -0.157 0.184
O 8.393 8.235 0.019 0.233 0.582 -0.29
O 13.826 14.213 0.077 0.054 -0.208 -0.226
O 1.466 8.734 1.21 -0.349 -0.285 -0.18
O 4.179 13.632 33.261 0.01 -0.203 -0.307
O 16.084 11.664 1.381 0.363 -0.049 -0.005
O 12.287 9.105 33.07 -0.551 -0.358 -0.042
O 17.598 18.038 26.695 0.116 -0.383 -0.341
O 14.766 4.159 20.863 0.152 0.064 0.54
O 18.059 17.616 21.513 0.285 0.128 0.093
O 3.556 15.836 21.594 -0.391 -0.289 0.263
O 16.882 3.687 33.354 0.029 -0.143 -0.232
O 7.905 12.563 25.52 -0.035 0.26 0.543
O 15.346 6.741 23.079 -0.238 -0.238 -0.248
O 13.12 17.713 22.958 0.274 0.408 0.03
O 16.232 10.919 22.24 -0.006 0.051 0.371
O 14.037 14.54 22.764 -0.378 -0.126 -0.272
O 10.605 12.657 25.419 0.253 0.038 0.506
O 17.569 17.702 29.351 -0.432 -0.245 0.254
O 14.237 9.544 28.608 -0.48 -0.028 -0.023
O 6.855 12.562 23.112 -0.355 0.011 -0.013
O 8.134 14.035 30.419 -0.686 -0.01 0.241
O 5.054 14.881 23.397 0.403 -0.064 0.292
O 10.046 10.56 29.378 0.471 -0.432 -0.383
O 4.24 4.124 23.734 0.094 -0.02 0.144
O 2.898 12.259 29.888 -0.18 -0.362 0.247
O 15.815 14.471 32.114 -0.008 0.326 0.232
O 14.909 3.596 29.569 0.009 -0.571 -0.26
O 11.429 16.537 27.459 0.246 -0.324 -0.137
O 7.582 11.065 28.973 -0.059 0.115 0.002
O 12.455 3.991 23.502 0.387 -0.202 -0.279
O 7.981 3.444 25.575 0.024 0.115 -0.302
O 16.588 15.853 27.772 -0.197 0.117 -0.462
O 14.436 13.271 24.952 -0.067 -0.44 -0.174
O 9.99 4.239 31.892 0.396 0.061 -0.103
O 6.16 17.736 32.234 -0.16 0.419 0.189
O 13.417 3.034 31.743 0.223 -0.431 -0.149
O 10.94 2.732 27.25 0.317 0.684 -0.309
O 5.299 6.754 27.992 -0.149 0.116 -0.182
O 4.635 9.369 32.94 0.127 -0.485 0.029
O 4.168 8.056 30.022 -0.102 0.167 0.179
O 17.146 4.924 23.6 0.622 -0.071 -0.321
O 7.953 19.205 30.952 0.21 -0.212 0.279
O 17.828 9.482 26.078 -0.26 0.215 -0.252
O 11.298 16.176 22.108 0.178 -0.36 -0.265
O 8.616 8.126 23.782 -0.088 -0.172 -0.32
O 9.15 17.468 26.194 -0.103 -0.508 0.497
O 16.755 4.007 27.611 -0.008 0.045 -0.229
O 12.445 4.74 25.958 0.275 0.22 0.674
O 11.424 19.21 33.558 -0.101 -0.25 0.195
O 8.878 4.152 1.038 -0.177 0.4 0.099
O 15.194 13.65 27.337 -0.235 0.028 0.015
O 6.093 10.732 24.776 0.159 -0.054 0.195
O 9.762 5.193 26.536 0.141 -0.145 0.642
O 9.714 4.002 29.3 -0.221 0.227 -0.522
O 16.487 8.581 29.528 0.453 0.332 0.039
O 12.961 9.442 26.331 -0.235 0.513 -0.042
O 5.665 10.645 30.799 0.053 0.269 0.004
O 8.974 13.929 32.915 0.326 -0.082 0.219
O 16.95 12.775 25.577 0.065 0.158 0.081
O 8.068 5.518 30.694 -0.006 0.115 -0.169
O 11.539 12.527 23.014 0.058 0.023 0.125
O 7.714 5.988 24.988 -0.125 -0.076 -0.095
O 6.124 8.098 24.678 -0.114 0.087 0.548
O 14.972 11.168 26.528 0.06 0.105 0.067
O 4.719 15.827 25.761 -0.369 -0.095 0.369
O 2.593 3.915 25.935 0.004 0.212 0.276
O 9.149 10.677 24.334 -0.251 0.158 -0.012
O 13.283 13.927 31.383 0.179 -0.249 0.314
O 15.185 12.356 30.643 0.175 -0.108 -0.583
O 4.939 4.189 31.485 -0.089 -0.356 0.206
O 14.833 4.403 24.62 0.038 0.216 0.017
O 10.725 5.8 24.246 -0.381 0.309 0.118
O 7.138 10.035 32.847 0.273 0.086 0.203
O 15.612 5.694 32.318 0.169 0.156 -0.099
O 4.119 9.389 25.836 0.011 -0.305 0.364
O 16.039 5.929 29.219 -0.361 0.056 -0.097
O 4.5 18.526 25.595 -0.138 -0.292 0.092
O 4.326 9.434 23.238 -0.23 0.211 0.238
O 7.099 16.992 29.844 0.572 -0.159 0.097
O 10.736 13.891 31.094 0 -0.105 -0.405
O 15.014 14.832 29.646 -0.382 0.421 -0.109
O 19.077 14.9 30.041 0.003 0.64 0.465
O 13.462 5.453 30.77 -0.4 0.313 -0.238
O 14.442 7.843 30.848 -0.255 0.121 0.013
O 5.719 9.355 28.448 -0.108 -0.1 -0.769
O 9.197 12.993 28.308 0.28 0.029 -0.186
O 16.39 2.399 23.447 -0.05 -0.244 0.193
O 17.36 12.833 33.453 0.035 0.378 0.334
O 17.868 12.82 23.08 0.343 0.343 0.043
O 17.128 7.193 24.972 0.153 0.142 0.014
O 5.195 11.929 28.585 0.428 0.267 -0.091
O 3.788 6.398 32.034 -0.368 -0.087 0.311
O 18.755 10.663 33.446 0.359 0.212 -0.151
O 6.749 7.628 30.081 0.268 0.19 -0.143
O 7.352 15.038 28.076 0.029 -0.184 -0.383
O 13.598 18.661 25.334 0.237 -0.17 0.53
O 7.291 5.135 27.437 0.405 0.191 0.317
O 13.514 6.812 33.042 -0.014 -0.548 0.003
O 13.309 7.504 24.6 0.226 -0.186 0.365
O 9.492 9.345 31.825 0.477 -0.426 -0.198
O 5.222 4.273 28.827 0.163 -0.042 0.064
O 3.547 13.75 27.809 -0.15 0.125 -0.384
O 17.465 3.86 30.134 0.018 0.527 0.285
O 5.933 17.324 27.529 0.071 0.405 0.145
O 18.31 6.733 30.049 -0.037 -0.311 -0.037
O 11.588 10.911 31.374 0.403 0.032 -0.355
O 2.936 11.131 27.507 -0.479 -0.315 0.182
O 18.686 8.514 31.961 -0.481 0.084 -0.199
O 6.895 15.439 33.18 0.267 0.08 -0.382
O 15.864 16.446 22.253 -0.044 0.042 0.155
O 18.187 18.307 31.862 0.134 -0.253 -0.106
O 15.449 8.565 26.497 -0.059 -0.453 -0.323
O 2.875 16.315 27.811 0.201 0.258 -0.148
O 3.486 18.958 29.884 -0.08 -0.066 -0.416
O 3.541 9.807 0.1 0.341 -0.385 0.091
O 11.404 17.476 25.004 -0.283 0.122 -0.273
O 17.554 7.294 27.537 0.259 -0.327 -0.142
O 13.893 11.103 32.56 0.224 0.074 0.48
O 5.408 13.234 25.292 0.001 -0.202 0.464
O 9.352 10.85 26.913 0.15 -0.457 -0.024
O 12.093 15.835 30.043 0.287 0.421 -0.106
O 18.331 15.134 32.894 -0.222 0.447 -0.108
O 11.495 7.169 26.397 -0.401 0.267 0.576
O 5.044 15.513 29.145 -0.116 -0.153 0.381
O 13.603 15.948 24.927 0.364 0.118 0.527
O 14.356 9.143 22.871 -0.046 0.264 0.369
O 10.275 14.831 24.075 -0.215 0.103 0.535
O 5.014 4.768 26.207 -0.091 0.44 -0.07
O 2.791 11.45 24.916 0.288 -0.072 -0.291
O 2.928 14.081 24.891 -0.368 0.465 -0.113
O 17.169 13.532 28.988 -0.155 -0.3 -0.214
O 9.704 15.489 28.985 -0.194 0.133 0.108
O 10.321 11.578 0.059 -0.184 -0.407 -0.218

Results
total energy: -102522.886 eV
total energy less fixed offsets of O -438.35, Si -107.03 eV per atom: 7.014 eV
